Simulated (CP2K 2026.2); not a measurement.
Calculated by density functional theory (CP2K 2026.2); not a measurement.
Periodic cell of 504 atoms, Si360O144, from a study of silicon, its oxide and their interface. The atomic structure is a simulated model.
Doubt: the forces sum to 2.15 eV/angstrom along one axis rather than to zero, so they err by at least 0.0043 eV/angstrom per atom on average; the grid cutoff is modest.

Settings
functional: PBE
method: Gaussian and plane waves
basis set: DZVP-MOLOPT-SR-GTH
pseudopotentials: GTH-PBE
grid cutoff: 300 Ry, relative cutoff 40 Ry
k points: Gamma only
occupations: fixed
spin: none
net charge: 0

Cell vectors (angstrom)
a 16.32 0 0
b 0 16.32 0
c -1.5137 7.864 33.4569

Atoms and the computed forces on them: element, x, y, z (angstrom), force x, y, z (eV/angstrom)
Si 1.526 -1.577 -0.072 -0.12 0.202 0.691
Si 4.454 1.06 0.062 -0.267 0.171 0.778
Si 1.19 4.233 -0.061 0.158 -0.158 0.71
Si 3.782 7.25 0.11 0.139 -0.301 0.76
Si 1.521 -6.994 0.464 0.036 0.049 0.67
Si 3.756 -3.791 0.082 0.144 -0.092 0.716
Si 6.69 -1.088 0.302 0.015 -0.259 0.685
Si 9.136 1.508 0.271 0.195 0.065 0.655
Si 7.035 3.777 0.16 -0.024 0.101 0.668
Si 9.147 7.113 -0.141 0.25 -0.224 0.729
Si 6.911 9.367 -0.015 -0.138 0.264 0.663
Si -6.433 -4.291 0.149 -0.242 0.051 0.746
Si -3.853 -1.594 -0.065 -0.119 0.144 0.732
Si -1.635 1.525 0.046 0.23 -0.097 0.745
Si -3.9 3.718 -0.001 -0.059 0.253 0.682
Si -0.915 6.57 0.059 -0.305 -0.02 0.722
Si -4.299 -6.552 0.068 0.073 -0.145 0.751
Si -1.605 -3.829 -0.157 0.165 -0.15 0.71
Si 2.722 -0.011 1.257 0.005 -0.018 -0.079
Si 5.467 2.654 1.464 0.013 -0.019 -0.073
Si 2.751 5.437 1.264 0 0.029 -0.063
Si 5.421 8.257 1.422 0.016 -0.01 -0.067
Si 2.743 -5.355 1.526 0.015 0.04 -0.017
Si 5.406 -2.712 1.384 0.007 -0.009 -0.038
Si 8.095 0.056 1.721 0.003 -0.011 -0.006
Si -5.462 2.661 1.394 -0.003 0.017 -0.01
Si 8.185 5.465 1.29 -0.008 0.022 -0.043
Si -5.518 8.151 1.247 -0.023 0.001 -0.077
Si 8.161 -5.427 1.292 -0.021 0.037 -0.058
Si -5.328 -2.705 1.42 0.024 0.007 -0.043
Si -2.769 -0.036 1.352 0.009 -0.01 -0.046
Si 0.001 2.7 1.278 -0.017 0.008 -0.055
Si -2.723 5.446 1.156 0.026 -0.024 -0.067
Si 0.034 8.026 1.63 -0.019 -0.015 -0.018
Si -2.673 -5.406 1.291 0.009 0.012 -0.044
Si -0.041 -2.726 1.26 0.008 0.017 -0.049
Si 1.375 1.358 2.636 -0.007 -0.024 -0.001
Si 4.077 4.088 2.678 -0.01 0.019 0.023
Si 1.451 6.677 2.844 0.033 -0.03 0.039
Si 4.13 9.603 2.832 0.001 -0.008 0.023
Si 1.269 -4.041 2.753 -0.002 0.015 0.028
Si 4.04 -1.343 2.734 -0.023 0.031 0.023
Si 6.728 1.398 2.984 -0.021 0.025 0.042
Si 9.55 4.13 2.701 -0.022 -0.008 0.016
Si 6.782 6.788 2.684 0.023 0.009 0.023
Si 9.49 -6.81 2.685 0.032 0.008 0.029
Si 6.804 -4.087 2.687 -0.001 -0.014 0.02
Si -6.743 -1.385 2.789 0.005 -0.026 0.012
Si -4.129 1.289 2.748 0.011 0.001 0.02
Si -1.382 4.084 2.627 -0.004 0.003 0.028
Si -4.098 6.788 2.569 0.014 -0.007 -0.001
Si -1.39 -6.8 2.72 -0.011 0.015 0.015
Si -3.989 -4.081 2.762 -0.017 -0.031 0.038
Si -1.339 -1.352 2.681 0.011 0.007 0.021
Si 0.023 0.013 4.036 -0.011 -0.014 -0.001
Si 2.704 2.721 4.037 0.017 0 -0.021
Si -0.02 5.365 4.096 -0.015 0.017 -0.013
Si 2.764 8.159 4.12 -0.006 -0.015 -0.006
Si -0.034 -5.45 4.099 0.005 0.01 0.008
Si 2.671 -2.692 4.093 0.014 -0.022 -0.024
Si 5.357 -0.026 4.192 -0.002 -0.006 0
Si 8.187 2.8 4.139 0.009 -0.009 -0.012
Si 5.435 5.438 4.063 0.01 -0.002 0.007
Si 8.15 -8.171 4.061 -0.011 0.003 -0.028
Si 5.501 -5.398 4.15 0 0.013 0.017
Si 8.164 -2.747 4.077 -0.023 0.005 0.002
Si -5.434 -0.026 4.161 0.014 0.009 0.015
Si -2.725 2.71 4.021 0.005 0.005 -0.014
Si -5.4 5.464 4.043 -0.005 -0.002 0.002
Si -2.778 8.145 4.014 -0.013 0.001 0.007
Si -5.433 -5.457 4.048 -0.008 0.024 -0.018
Si -2.661 -2.705 4.105 0 -0.01 -0.018
Si 1.37 -1.361 16.333 0.002 0.009 -0.004
Si 4.051 1.35 16.287 -0.013 -0.007 -0.017
Si 1.351 4.079 16.333 0.001 -0.002 0
Si 4.076 6.782 16.298 0.01 0.005 -0.012
Si 1.378 -6.792 16.304 0.01 -0.005 -0.01
Si 4.089 -4.076 16.331 -0.004 -0.006 -0.006
Si 6.803 -1.373 16.316 -0.011 0.006 -0.005
Si -6.792 1.372 16.32 -0.004 -0.014 -0.005
Si 6.794 4.076 16.308 0.003 -0.002 -0.004
Si -6.827 6.813 16.29 0.003 -0.001 -0.017
Si 6.823 -6.811 16.349 -0.006 0.003 -0.003
Si -6.795 -4.103 16.323 -0.004 0.004 -0.006
Si -4.061 -1.36 16.338 0.01 -0.002 -0.002
Si -1.377 1.368 16.311 -0.007 0.007 -0.006
Si -4.078 4.078 16.315 -0.006 -0.001 -0.001
Si -1.38 6.812 16.324 -0.004 0.005 -0.003
Si -4.083 9.525 16.323 0.003 0.008 -0.004
Si -1.351 -4.059 16.308 0.016 -0.006 -0.015
Si 2.741 -0.01 17.693 -0.003 0.008 0
Si 5.385 2.723 17.625 0.005 -0.007 0.001
Si 2.71 5.455 17.685 -0.002 0.01 0.007
Si 5.461 8.097 17.656 0.014 -0.002 0.004
Si 2.71 -5.421 17.68 0.003 -0.013 0.013
Si 5.464 -2.734 17.7 -0.001 0.012 -0.003
Si 8.153 0.01 17.651 0.016 -0.009 0.012
Si -5.415 2.714 17.689 -0.004 0.015 0.002
Si 8.17 5.434 17.656 -0.012 0.007 0.015
Si -5.511 8.199 17.656 -0.006 -0.003 -0.019
Si 8.199 -5.461 17.733 0.005 -0.012 -0.001
Si -5.43 -2.744 17.663 -0.002 0.007 0.013
Si -2.706 0.017 17.706 -0.004 -0.013 -0.001
Si -0.04 2.729 17.677 0.015 0.001 0.014
Si -2.765 5.47 17.682 0.002 0.01 0.013
Si 0.031 -8.165 17.647 0.002 0.023 -0.011
Si -2.681 -5.441 17.653 -0.017 -0.012 0.006
Si -0.008 -2.703 17.693 0.002 -0.012 0.001
Si 1.315 1.33 19.007 -0.021 -0.006 -0.047
Si 4.061 4.078 19.021 0.003 -0.012 -0.008
Si 1.334 6.797 19.055 0 -0.015 -0.022
Si 4.079 -6.853 18.95 0.003 -0.008 -0.04
Si 1.364 -4.032 19.06 -0.001 -0.011 -0.023
Si 4.136 -1.355 19.067 0.007 0.007 -0.042
Si 6.741 1.373 18.958 -0.008 -0.029 -0.02
Si -6.765 4.107 19.015 0.011 0.014 -0.022
Si 6.805 6.732 19.058 -0.012 0.005 -0.04
Si -6.81 9.48 19.158 -0.003 0.001 -0.006
Si 6.846 -4.085 19.065 -0.01 0.013 -0.022
Si 9.541 -1.343 18.989 0.008 0 -0.036
Si -4.062 1.368 19.08 -0.005 0.003 -0.006
Si -1.387 4.129 19.036 0.003 0.003 -0.043
Si -4.181 6.852 18.992 -0.004 -0.029 -0.022
Si -1.26 -6.764 18.991 0.031 0.023 -0.022
Si -4.082 -4.142 19.01 -0.01 -0.007 -0.033
Si -1.361 -1.348 19.078 0.011 0.018 -0.01
Si 0.006 -0.016 20.468 0.008 0.025 0.065
Si 2.636 2.754 20.316 -0.031 -0.007 0.051
Si -0.022 5.464 20.45 -0.008 -0.014 0.064
Si 2.71 8.157 20.362 0.014 0.009 0.056
Si 0.033 -5.392 20.453 -0.001 -0.028 0.035
Si 2.753 -2.69 20.423 -0.005 0.009 0.048
Si 5.498 0.024 20.431 0.004 -0.003 0.042
Si 8.103 2.748 20.244 0.014 0.021 0.041
Si 5.453 5.336 20.428 0.029 0.008 0.033
Si 8.123 8.077 20.498 -0.006 -0.019 0.081
Si 5.483 -5.548 20.293 0.002 -0.012 0.068
Si 8.229 -2.699 20.391 0.005 0.004 0.061
Si -5.448 0.007 20.406 0 -0.023 0.03
Si -2.74 2.784 20.419 0.016 -0.002 0.052
Si -5.499 5.514 20.443 -0.024 0.007 0.044
Si -2.707 -8.122 20.2 -0.013 -0.005 0.026
Si -5.363 -5.509 20.482 0.006 0.003 0.046
Si -2.784 -2.718 20.344 -0.01 0.017 0.064
Si 1.679 -1.076 21.789 -0.356 -0.305 -0.665
Si 3.856 1.251 21.581 0.266 0.101 -0.715
Si 1.083 3.835 21.738 0.144 0.182 -0.784
Si 4.229 6.902 21.632 -0.199 -0.138 -0.733
Si 1.691 -6.515 21.704 -0.232 -0.195 -0.769
Si 3.965 -4.354 21.54 0.033 0.208 -0.732
Si 7.18 -1.06 21.715 -0.196 -0.108 -0.746
Si -7.059 1.259 21.562 0.232 0.012 -0.661
Si 7.033 4.167 21.773 -0.246 -0.072 -0.707
Si -7.124 6.492 21.894 0.18 0.195 -0.676
Si 6.431 -7.172 21.716 0.215 0.155 -0.773
Si 9.809 -3.877 21.686 -0.077 -0.047 -0.715
Si -4.351 -1.62 21.71 0.075 0.168 -0.764
Si -1.14 1.633 21.688 -0.143 -0.122 -0.774
Si -3.893 4.405 21.706 -0.164 -0.287 -0.704
Si -1.683 6.656 21.605 0.299 0.08 -0.697
Si -3.637 -6.603 21.714 -0.331 -0.116 -0.699
Si -1.593 -4.196 21.681 0.249 0.096 -0.702
Si -7.164 2.615 26.2 0.027 0.072 -0.12
Si -1.077 7.97 -2.777 0.175 0.079 0.131
Si 4.635 -7.316 -4.462 -0.14 0.041 0.046
Si -7.647 -1.27 -4.061 0.075 -0.007 0.109
Si -4.113 3.828 -6.67 0.075 -0.104 0.044
Si 5.833 4.378 -2.64 0.041 -0.049 0.111
Si -5.381 2.683 23.741 -0.019 0.031 -0.018
Si 1.261 -6.775 -5.776 0.008 -0.056 -0.089
Si 4.23 -7.4 26.156 0.032 -0.013 -0.054
Si -3.542 -5.873 -5.284 0.083 -0.035 -0.046
Si 1.725 2.768 -2.84 -0.055 -0.025 0.229
Si 2.467 5.639 -6.81 0.081 0.036 -0.057
Si 1.636 -7.883 24.49 0.124 0.039 -0.012
Si -5.677 0.095 -2.004 -0.024 -0.088 0.02
Si 4.983 -3.495 -4.442 -0.043 0.002 0.056
Si -3.319 -2.944 -5.519 -0.009 0.036 0.057
Si -0.124 3.25 -5.075 -0.073 -0.023 -0.073
Si 2.433 -1.207 24.565 -0.192 -0.128 -0.031
Si 8.055 -2.884 -1.697 -0.05 0.032 -0.013
Si -1.586 5.474 -6.732 0.013 -0.01 -0.161
Si -3.789 -7.49 -2.841 -0.051 -0.058 0.159
Si -6.196 -2.589 -6.406 0.028 0.015 0.062
Si -6.509 4.587 -4.745 -0.037 0.007 0.154
Si -7.408 -4.477 24.526 -0.048 -0.036 -0.143
Si -4.979 3.101 -2.689 -0.096 0.065 0.074
Si 7.104 -6.801 24.766 -0.123 -0.171 -0.093
Si 3.86 6.529 -2.792 0.053 0.141 0.106
Si 0.015 0.146 -2.258 -0.016 -0.071 0.143
Si 2.399 5.686 23.883 -0.002 -0.063 -0.169
Si -6.523 7.267 -3.137 -0.106 -0.104 0.145
Si -2.018 -0.519 -4.534 0.043 -0.005 -0.012
Si -6.874 7.354 24.92 0.053 0.041 -0.112
Si -4.125 6.968 26.049 -0.075 0.08 0.092
Si 7.515 -7.903 -4.851 0.066 -0.082 -0.018
Si -2.57 8.097 23.948 0.074 0.099 -0.242
Si 1.38 6.982 -4.167 -0.01 0.036 0.021
Si 0.114 -5.595 -1.987 -0.078 0.026 -0.074
Si 4.803 3.878 -6.773 0.052 0.013 -0.053
Si 5.803 -4.884 -1.887 -0.039 -0.064 0.018
Si 2.583 -5.082 -3.857 0.014 -0.095 0.082
Si -3.154 0.402 23.734 -0.054 0.036 -0.214
Si 4.482 1.828 -2.968 0.059 -0.103 0.174
Si 5.861 -0.453 -4.617 0.043 0.063 -0.069
Si -1.482 -7.759 -6.637 -0.095 0.022 -0.063
Si -1.169 -3.681 24.62 -0.083 -0.057 -0.101
Si 6.997 0.664 25.826 -0.115 0.079 0.042
Si 2.067 1.191 26.07 -0.025 -0.028 0.034
Si 7.137 -2.147 24.641 -0.004 0.014 -0.207
Si 4.548 -3.278 24.305 -0.049 -0.016 -0.021
Si 3.468 3.853 25.939 0.035 -0.053 -0.023
Si -2.902 2.18 -4.566 -0.105 -0.046 0.001
Si 7.026 5.387 -5.102 -0.012 -0.018 0.02
Si -0.711 -6.51 25.735 -0.03 0.017 -0.066
Si 5.429 2.55 23.962 0.126 0.039 -0.116
Si 1.343 -1.332 5.457 0 0.01 0.006
Si 4.022 1.382 5.48 -0.015 0.004 0.008
Si 1.344 4.03 5.45 -0.001 0.005 0.005
Si 4.111 6.796 5.462 0.002 0.007 0.007
Si 1.356 9.514 5.435 0.003 -0.004 0.012
Si 4.069 -4.051 5.442 -0.003 -0.001 0.007
Si 6.796 -1.386 5.455 0.007 0.002 0.005
Si 9.524 1.379 5.465 -0.019 0.005 0.005
Si 6.797 4.123 5.471 -0.004 -0.001 0.015
Si -6.786 6.805 5.414 -0.004 -0.009 0.003
Si 6.83 -6.81 5.466 0.008 -0.005 0.009
Si -6.79 -4.104 5.431 0.008 -0.009 -0.003
Si -4.047 -1.375 5.473 0.001 -0.014 0.016
Si -1.355 1.364 5.399 0.006 0.001 -0.004
Si -4.065 4.078 5.404 -0.003 -0.006 0.007
Si -1.382 6.797 5.386 0.002 0.014 -0.005
Si -4.1 -6.822 5.423 0.005 -0.001 0.003
Si -1.352 -4.083 5.476 -0.001 0.008 0.005
Si 2.687 0.015 6.839 -0.005 0.017 0.004
Si 5.43 2.733 6.805 0 -0.005 -0.007
Si 2.714 5.427 6.784 -0.006 0.001 -0.006
Si 5.458 -8.162 6.822 0.01 -0.008 0.003
Si 2.72 -5.439 6.792 0.001 -0.003 -0.001
Si 5.434 -2.723 6.824 0.001 0.002 -0.008
Si 8.151 0.002 6.8 -0.007 0.013 0.003
Si -5.421 2.734 6.799 0.005 -0.002 -0.004
Si -8.147 5.469 6.809 -0.005 -0.001 0.001
Si -5.446 -8.165 6.801 -0.005 0.01 -0.004
Si -8.135 -5.45 6.818 -0.005 -0.006 -0.005
Si -5.435 -2.737 6.799 0.003 0.001 0.004
Si -2.697 0.01 6.8 0.002 -0.004 -0.004
Si -0.011 2.691 6.813 0.011 -0.006 -0.001
Si -2.719 5.441 6.776 -0.001 -0.006 -0.007
Si -0.02 8.15 6.772 -0.002 0.004 -0.002
Si -2.735 -5.456 6.792 -0.002 0.006 0.002
Si 0.006 -2.714 6.819 0.006 -0.011 0
Si 1.336 1.358 8.2 -0.01 -0.022 0.008
Si 4.071 4.086 8.166 0.002 -0.004 -0.009
Si 1.348 6.794 8.136 -0.004 0.001 0
Si 4.078 -6.799 8.157 0 0 -0.004
Si 1.369 -4.08 8.165 0.009 0.014 -0.004
Si 4.077 -1.351 8.171 0.006 0.009 -0.004
Si 6.79 1.361 8.158 0 -0.007 0.005
Si -6.794 4.086 8.156 -0.004 -0.002 -0.006
Si 6.815 6.809 8.184 0.013 0.015 0.002
Si -6.787 -6.807 8.178 -0.003 0.003 0.007
Si 6.803 -4.091 8.164 -0.006 -0.007 -0.009
Si -6.797 -1.361 8.15 -0.001 0 -0.008
Si -4.068 1.367 8.155 0.007 0.011 -0.005
Si -1.364 4.083 8.147 0.005 -0.001 -0.003
Si -4.078 6.792 8.15 -0.004 -0.001 -0.007
Si -1.363 -6.807 8.149 -0.002 -0.002 -0.004
Si -4.083 -4.094 8.164 -0.01 -0.014 0.001
Si -1.357 -1.356 8.173 0.006 0.011 -0.001
Si -0.011 -0.007 9.55 0.007 0.002 0.007
Si 2.716 2.725 9.53 -0.006 0 -0.002
Si -0.003 5.439 9.51 0.002 -0.004 -0.002
Si 2.708 -8.164 9.503 0 0.001 -0.003
Si 0 -5.445 9.512 -0.001 0.003 0.001
Si 2.724 -2.72 9.527 0.005 -0.006 -0.001
Si 5.439 0.003 9.529 -0.01 0.004 0.003
Si -8.16 2.72 9.511 -0.003 -0.002 0
Si 5.439 5.442 9.524 0.002 0.002 -0.008
Si -8.151 -8.155 9.538 -0.003 0.006 0.004
Si 5.441 -5.445 9.522 0.007 -0.006 0.004
Si -8.158 -2.719 9.515 -0.002 0.003 -0.002
Si -5.435 0.002 9.509 0.004 0 0
Si -2.719 2.727 9.518 -0.002 -0.006 -0.002
Si -5.436 5.44 9.52 -0.003 0.001 0.002
Si -2.72 -8.165 9.513 -0.003 0.006 -0.001
Si -5.435 -5.444 9.535 0.002 -0.005 -0.001
Si -2.723 -2.724 9.518 -0.003 0.006 -0.008
Si 1.362 -1.366 10.89 -0.005 0.005 0.001
Si 4.077 1.36 10.885 0.005 -0.003 0
Si 1.354 4.087 10.881 0.003 -0.001 0.002
Si 4.07 -9.516 10.873 -0.003 0.009 0.001
Si 1.359 -6.803 10.877 0.006 0 0.001
Si 4.085 -4.082 10.881 0.002 0.009 -0.005
Si 6.804 -1.363 10.883 -0.002 -0.001 0
Si -6.801 1.357 10.872 -0.001 0.002 -0.001
Si -9.521 4.077 10.878 -0.003 -0.003 0.004
Si -6.793 -9.523 10.884 -0.005 0.009 0
Si -9.518 -6.797 10.885 0.004 -0.011 0.004
Si -6.8 -4.075 10.881 -0.001 -0.006 0.001
Si -4.08 -1.359 10.876 -0.001 -0.005 0.001
Si -1.371 1.367 10.887 0 -0.001 -0.002
Si -4.08 4.08 10.882 0.007 -0.004 -0.004
Si -1.36 6.799 10.875 0 -0.004 -0.003
Si -4.072 -6.805 10.883 -0.004 0.003 0.006
Si -1.356 -4.081 10.876 -0.002 0.002 0
Si 2.718 0 12.245 0 -0.001 0.002
Si 5.441 2.714 12.24 -0.007 -0.004 0
Si 2.713 5.446 12.241 0 -0.005 0
Si 5.434 -8.158 12.23 0.004 0.008 -0.003
Si 2.725 -5.443 12.239 0.005 0.003 0
Si 5.443 -2.726 12.243 -0.005 -0.011 0.005
Si 8.167 -0.006 12.243 -0.004 -0.001 0.003
Si -5.446 2.718 12.236 -0.004 -0.004 0.003
Si -8.162 5.44 12.237 0.006 0.005 0.001
Si -5.435 -8.163 12.24 0.001 -0.006 0.001
Si -8.159 -5.436 12.241 -0.006 0.006 0.001
Si -5.439 -2.715 12.24 0 0.005 0
Si -2.725 0.002 12.241 0.004 0.014 0
Si -0.007 2.725 12.238 0.001 -0.007 0
Si -2.718 5.44 12.238 -0.004 0.004 0.002
Si -0.004 8.16 12.24 -0.007 -0.001 0.004
Si -2.716 -5.437 12.24 0.002 -0.004 -0.005
Si 0.003 -2.725 12.244 0.01 0.001 0.002
Si 1.348 1.361 13.594 -0.004 0.006 -0.001
Si 4.073 4.073 13.589 0.007 0.003 0.005
Si 1.354 6.804 13.607 0.007 0.001 0.008
Si 4.095 -6.795 13.601 0.003 -0.011 -0.003
Si 1.367 -4.083 13.601 -0.003 -0.009 0.004
Si 4.079 -1.366 13.598 0.001 0.014 0.001
Si 6.803 1.353 13.6 0 -0.008 0.004
Si -6.803 4.082 13.596 -0.006 0.003 0.007
Si 6.789 -9.518 13.586 -0.013 0.006 0.001
Si -6.792 -6.796 13.591 -0.001 0 0.003
Si 6.799 -4.088 13.607 0.003 -0.001 0.008
Si 9.525 -1.365 13.613 0.005 -0.002 0.004
Si -4.09 1.357 13.598 0.003 -0.009 0.003
Si -1.359 4.085 13.601 0.002 -0.004 -0.003
Si -4.08 6.795 13.599 0.005 -0.002 0.005
Si -1.363 9.523 13.602 -0.005 0.015 0.005
Si -4.074 -4.07 13.596 -0.003 -0.003 -0.002
Si -1.351 -1.351 13.597 -0.003 -0.002 0.003
Si 0.004 0.003 14.971 0.006 0.005 0
Si 2.698 2.725 14.948 0.007 -0.01 -0.003
Si -0.009 5.445 14.973 -0.005 -0.002 0.006
Si 2.733 8.166 14.948 0 0.015 -0.001
Si 0.003 -5.437 14.957 0 -0.005 0.001
Si 2.724 -2.722 14.965 -0.001 -0.008 0.004
Si 5.439 -0.011 14.955 0 -0.002 0.004
Si 8.162 2.719 14.954 0 -0.001 0
Si 5.436 5.428 14.941 -0.009 -0.002 0.001
Si 8.149 -8.149 14.935 0.002 -0.004 0.002
Si 5.453 -5.448 14.984 0.002 0.004 0.001
Si 8.162 -2.737 14.965 -0.002 -0.001 0.004
Si -5.433 -0.003 14.975 -0.003 0.005 0.006
Si -2.728 2.722 14.945 -0.003 -0.001 0.001
Si -5.444 5.441 14.961 -0.005 0.001 -0.004
Si -2.731 8.162 14.957 -0.004 -0.001 -0.004
Si -5.429 -5.437 14.952 0.008 0.004 0.002
Si -2.712 -2.704 14.953 0 0.002 -0.002
O 4.364 -4.509 -1.251 -0.268 -0.2 -0.368
O 4.323 2.057 22.906 -0.287 0.043 0.252
O -3.107 0.629 -4.131 -0.378 -0.121 0.298
O 5.304 8.03 22.104 0.023 -0.122 0.456
O 2.823 -5.396 22.059 -0.034 -0.061 0.219
O -3.673 3.236 -3.627 0.535 0.371 0.039
O -0.674 4.589 -5.75 0.338 0.284 0.16
O 6.546 3.382 23.127 0.378 -0.219 0.389
O 2.79 0.1 22.007 0.257 -0.003 0.446
O -1.145 7.493 -1.246 0.038 0.368 0.034
O 3.233 4.228 -6.546 -0.333 -0.441 0.229
O 3.712 -6.262 -3.616 -0.054 -0.298 0.279
O 0.655 -7.363 25.654 0.096 -0.455 0.455
O 1.739 -7.839 -4.655 0.476 0.261 0.335
O 1.795 3.569 -1.426 0.216 -0.039 0.107
O -6.688 -4.054 -6.901 -0.345 -0.202 0.257
O 4.064 1.607 -1.414 -0.449 -0.025 -0.035
O 7.985 -8.098 -0.453 0.2 0.138 -0.5
O 6.252 4.462 -1.092 -0.403 0.295 -0.16
O -5.059 1.537 -2.34 0.184 0.004 0.306
O -4.559 -0.907 -1.38 0.07 0.132 -0.534
O 7.406 -0.268 -4.151 0.156 0.561 -0.014
O 7.722 -5.365 25.162 -0.113 0.28 0.609
O -5.397 -5.43 -0.404 -0.181 -0.069 -0.207
O 8.122 2.647 -0.36 -0.13 -0.103 -0.513
O -7.371 6.024 25.673 -0.103 -0.321 -0.386
O 8.113 5.307 22.253 0.063 -0.013 0.219
O -4.736 4.035 -1.382 -0.428 0.261 -0.377
O -0.948 -4.434 -1.55 0.085 0.041 -0.612
O -3.241 6.86 24.719 0.184 -0.467 -0.126
O -8.063 -7.888 25.082 0.118 0.064 0.39
O -3.132 5.095 -6.562 -0.284 0.344 0.031
O -2.647 -2.004 -4.382 0.156 -0.354 0.568
O 5.817 -4.475 -3.449 0.261 -0.211 -0.287
O -3.644 -0.961 23.021 0.039 -0.167 0.403
O -1.401 7.55 22.959 0.499 0.489 0.14
O -0.318 -6.897 -5.939 -0.204 0.211 0.171
O -5.208 -8.148 -3.106 -0.052 0.027 0.058
O 1.38 -1.523 23.351 -0.346 -0.083 0.098
O 7.13 6.956 -5.446 -0.037 0.032 -0.67
O 2.658 -2.704 -0.475 -0.113 -0.211 -0.267
O 4.432 6.993 -1.359 0.38 0.17 -0.274
O -5.492 7.785 25.67 -0.063 0.352 0.022
O -6.404 -0.57 -3.29 0.345 -0.061 -0.122
O -1.852 0.991 22.998 0.174 -0.184 0.427
O -6.856 -3.447 -1.182 0.529 0.026 -0.587
O -6.74 6.648 -1.648 0.234 -0.291 -0.238
O -8.081 0.118 22.143 0.094 0.087 0.039
O -1.789 -0.265 -6.139 0.083 0.352 -0.103
O -0.013 2.708 22.205 0.104 -0.328 0.505
O 6.746 -1.71 23.135 -0.254 -0.414 0.17
O 4.378 5.015 -2.946 -0.189 -0.336 -0.53
O 0.59 -6.245 -0.611 -0.355 0.185 -0.061
O 3.41 -3.705 -4.068 -0.259 0.576 -0.053
O -1.108 -3.4 23.03 -0.002 0.631 0.145
O 5.72 4.798 -5.823 -0.243 0.106 -0.116
O -1.95 -7.316 25.112 -0.24 -0.182 0.078
O -5.034 -5.756 -5.864 -0.315 -0.04 0.404
O 8.067 -7.004 -6.087 0.03 0.438 0.127
O 0.085 5.377 -0.453 0.086 -0.003 -0.425
O 1.047 1.319 -2.623 0.004 -0.248 0.033
O -2.591 7.856 -3.324 -0.022 -0.612 -0.617
O 6.903 5.225 -3.489 0.33 0.327 0.191
O -3.605 -7.152 -1.276 0.532 -0.154 -0.027
O 2.315 2.742 25.76 -0.519 0.181 -0.25
O -1.417 7.001 -6.264 0.019 -0.078 0.51
O -6.6 2.214 22.799 -0.29 0.132 0.115
O -6.276 6.083 -4.194 0.543 0.21 -0.125
O 7.601 -1.525 -0.974 0.074 0.35 -0.295
O 1.251 -7.048 23.166 -0.562 -0.031 0.119
O 5.716 -7.127 25.543 0.236 -0.203 0.286
O 4.369 7.478 -3.989 -0.157 -0.044 -0.411
O -2.736 -2.699 -0.582 0.062 0.09 -0.28
O -6.308 3.572 -3.488 -0.43 -0.222 0.206
O 6.228 -7.131 -4.252 0.139 0.312 0.266
O 5.931 -3.116 25.109 0.105 -0.17 0.329
O -8.11 -2.609 -3.269 -0.012 -0.257 -0.176
O -7.961 4.538 -5.456 -0.019 -0.462 -0.607
O 2.247 6.554 -2.87 -0.488 0.028 0.346
O -4.599 3.944 23.108 0.092 0.331 0.44
O -2.626 -5.382 22.138 -0.078 -0.172 0.114
O -2.755 0.121 25.244 0.207 -0.061 0.11
O -5.969 3.071 25.194 0.391 0.424 0.132
O 5.749 2.83 -3.085 0.598 -0.41 -0.02
O -0.646 -5.185 24.828 0.132 -0.084 -0.385
O -1.134 0.751 -1.296 -0.07 0.088 -0.263
O -2.648 -3.331 25.198 -0.654 0.035 -0.481
O -2.838 -7.054 -6.137 -0.102 -0.315 -0.069
O 3.603 -4.29 25.122 -0.357 -0.217 -0.375
O 4.813 -3.872 22.838 0.486 -0.042 0.165
O -6.771 0.436 -0.875 -0.174 -0.364 0.16
O -4.359 1.452 23.765 0.03 -0.237 0.245
O -2.747 5.503 22.085 0.093 -0.109 0.447
O -4.928 -2.817 -5.416 -0.093 0.107 0.839
O 2.586 -8.008 -0.247 -0.09 -0.008 -0.457
O -7.269 -1.737 -5.56 -0.357 -0.091 -0.447
O -2.721 2.657 -0.438 0.124 0.034 -0.451
O 5.165 2.338 -6.491 0.065 0.074 0.378
O -3.75 -7.453 23.116 -0.632 0.088 0.479
O 5.964 1.238 24.732 -0.312 -0.231 -0.192
O -7.207 -4.672 22.932 -0.169 -0.385 0.306
O 1.772 6.056 -5.422 0.032 -0.133 0.095
O 0.489 0.86 26.262 -0.371 -0.22 -0.441
O 4.354 -7.107 -6.035 0.247 -0.463 -0.099
O 5.339 -3.909 -5.957 0.447 -0.443 0.104
O 1.698 4.453 23.111 -0.191 -0.248 0.565
O -0.57 -6.793 -2.852 -0.21 0.157 -0.561
O -1.325 2.419 -4.41 0.101 -0.239 0.48
O 4.881 0.5 -3.764 -0.238 -0.267 0.095
O 3.857 -1.829 24.147 0.435 0.232 -0.059
O 6.946 -3.953 -1.244 0.056 -0.003 0.557
O 6.893 -6.663 23.175 0.227 0.333 0.103
O 5.777 -0.143 -6.21 0.088 -0.301 -0.191
O 1.442 -4.997 -2.709 0.202 0.435 0.239
O -2.783 -4.454 -5.412 0.684 0.073 0.153
O 3.636 6.205 22.98 0.363 -0.102 0.108
O 5.377 -1.951 -4.271 -0.228 0.078 0.211
O -3.648 -6.148 -3.707 0.151 0.747 0.102
O -5.439 -2.743 22.228 -0.138 -0.23 0.181
O 2.042 -1.793 26.03 0.35 0.296 0.321
O 3.148 2.511 -3.558 0.025 0.366 -0.293
O 4.788 3.503 25.084 0.165 0.41 0.214
O -2.931 -2.416 -6.992 -0.023 -0.547 -0.384
O -6.609 7.071 23.337 0.506 0.195 0.044
O 0.833 -1.008 -1.449 -0.12 -0.14 -0.407
O -7.935 1.405 25.511 0.18 -0.256 -0.328
O 0.582 2.31 -6.175 0.166 -0.28 0.237
O 1.757 -5.345 -5.228 0.015 0.509 -0.255
O 3.188 -7.731 24.953 0.275 -0.076 -0.269
O 6.202 -6.378 -1.392 0.119 -0.437 -0.42
O 1.358 6.888 24.125 -0.569 -0.208 0.142
O 2.606 0.375 24.799 0.107 0.532 -0.179
O -3.4 2.497 -6.078 0.031 -0.42 -0.366
O -7.777 -2.919 24.748 0.46 0.418 0.135
O 2.904 5.237 25.345 0.162 0.417 0.594
O -0.173 -2.79 25.504 0.052 0.373 -0.057
O -0.154 6.996 -3.676 -0.273 -0.372 -0.281
O -7.734 -8.112 -3.656 -0.022 0.451 0.547
O -5.452 4.195 -5.875 -0.154 -0.072 0.001
O -6.018 -4.872 25.242 0.318 -0.157 -0.256
O 0.869 3.654 -3.88 0.134 0.467 -0.025
O 5.592 -0.049 -0.298 0.067 -0.154 -0.25
O -0.696 -0.435 -3.599 0.266 -0.166 -0.243
O 7.23 -0.898 25.615 0.198 -0.141 0.411

Results
total energy: -101656.585 eV
total energy less fixed offsets of O -438.25, Si -107.07 eV per atom: -3.385 eV
